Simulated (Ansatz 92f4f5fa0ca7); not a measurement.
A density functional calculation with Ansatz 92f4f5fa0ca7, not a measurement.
Periodic cell of 130 atoms, Si86O44, from a study of silicon, its oxide and their interface. The atomic structure is a simulated model.

Settings
functional: r2SCAN
potential files: Ansatz norm-conserving
basis: plane waves
wave-function cutoff: 1300 eV
density cutoff ratio: 4
exchange-correlation grid ratio: 1
k mesh: 2 x 2 x 1, shifted by 0.5 0.5 0.5 of a step
self-consistency stop: 5e-08 eV per atom in the density residual
occupations: Fermi-Dirac, 0.05 eV
spin: none
net charge: 0

Cell vectors (angstrom)
a, 10.88, 0, 0
b, 0, 10.88, 0
c, 0, 0, 19.2418

Atoms and the computed forces on them: element, x, y, z (angstrom), force x, y, z (eV/angstrom)
Si, 0.5547, -0.7026, 0.2655, 0.1352, -0.0899, -0.2848
Si, 3.203, 2.5826, -0.2071, -0.4385, -0.2717, -0.5541
Si, -0.1449, 5.8155, 0.0777, -0.0525, 0.0154, -0.5218
Si, 2.1897, 8.485, 0.2078, -0.0514, -0.0597, -0.3799
Si, 5.1495, 0.0067, -0.1464, -0.2453, -0.0255, -0.5674
Si, 8.274, 2.2061, -0.2227, 0.0696, -0.0148, -0.5136
Si, 5.1294, 5.7136, 0.0345, 0.2511, 0.0891, -0.326
Si, 8.6014, 8.1148, -0.0032, 0.3439, -0.0388, -0.383
Si, 1.2296, 1.2202, 1.4144, -0.1957, 0.1565, -0.252
Si, 4.2518, 3.976, 1.3452, -0.0444, 0.1939, 0.0646
Si, 1.3126, 6.8272, 1.615, -0.0838, -0.0647, -0.0308
Si, 4.0585, 9.4329, 1.3189, -0.1149, -0.1526, -0.0384
Si, 6.7384, 1.2436, 1.2471, -0.0825, -0.157, -0.0554
Si, 9.4717, 3.9852, 1.0725, 0.1005, 0.1301, -0.2109
Si, 6.7726, 6.9847, 1.2321, 0.0644, -0.089, -0.244
Si, 9.6664, 9.4141, 1.6202, -0.0203, -0.0279, -0.1218
Si, -0.1124, 2.6913, 2.6633, -0.0229, -0.0535, 0.0009
Si, 2.8034, 0.0078, 2.738, -0.1299, 0.1567, -0.1111
Si, 0.0225, 8.0996, 3.0424, 0.0558, 0.0658, 0.1679
Si, 2.7718, 5.3395, 2.6967, -0.0196, 0.0578, -0.0461
Si, 5.5382, 2.6537, 2.7431, -0.0775, -0.1925, -0.0316
Si, 8.1505, -0.015, 2.7019, 0.1301, -0.074, 0.0177
Si, 5.4636, 8.1908, 2.731, 0.0127, 0.0488, -0.0055
Si, 8.1091, 5.412, 2.5395, 0.091, -0.0161, -0.2518
Si, 1.3286, 4.0264, 4.0317, 0.0612, -0.0528, -0.1923
Si, 4.1301, 1.3631, 4.1259, 0.0377, -0.0961, -0.1133
Si, 1.4451, 9.5748, 4.1942, -0.0775, -0.0515, -0.0576
Si, 4.0976, 6.7865, 4.0541, 0.0369, -0.1404, -0.0982
Si, 6.8436, 4.1005, 4.0637, 0.0422, 0.0365, -0.0007
Si, 9.4868, 1.3626, 4.107, -0.1123, 0.0496, -0.0715
Si, 6.8127, 9.5339, 4.112, -0.0036, 0.1282, -0.1037
Si, 9.4301, 6.6747, 4.1214, 0.0539, 0.0127, -0.0303
Si, 0.0288, 0.0465, 5.4936, 0.0439, -0.0647, 0.072
Si, 2.7256, 2.7364, 5.42, -0.0397, 0.0229, 0.1045
Si, 0.0063, 5.3846, 5.436, -0.0339, 0.0015, -0.0027
Si, 2.8099, 8.1724, 5.4843, -0.0092, 0.0486, 0.0677
Si, 5.4698, 0.005, 5.4894, 0.086, 0.0506, 0.0082
Si, 8.1824, 2.7499, 5.4717, 0.0407, -0.0984, -0.0813
Si, 5.4552, 5.4691, 5.4353, -0.1312, 0.0876, -0.0128
Si, 8.1495, 8.1391, 5.4578, -0.027, -0.0126, 0.0298
Si, 1.4355, 1.3946, 6.8484, 0.0549, 0.1082, 0.0313
Si, 4.0569, 4.1352, 6.7935, 0.0798, -0.1464, 0.0677
Si, 1.3921, 6.7886, 6.7513, 0.0021, 0.1369, -0.0057
Si, 4.1496, 9.5455, 6.8962, -0.118, -0.0665, 0.0138
Si, 6.8182, 1.3878, 6.8133, -0.0757, -0.023, 0.1555
Si, 9.5571, 4.0697, 6.8382, 0.1592, 0.0469, 0.1483
Si, 6.7169, 6.8985, 6.8344, 0.0572, -0.1467, -0.0048
Si, 9.5815, 9.4653, 6.8095, 0.0207, 0.0818, 0.0377
Si, 0.1065, 2.7559, 8.223, 0.0072, 0.1036, 0.0556
Si, 2.8292, 0.0735, 8.2485, 0.0977, 0.1845, -0.045
Si, 0.1403, 8.1398, 8.1902, 0.0145, -0.1244, 0.0434
Si, 2.7155, 5.5204, 8.1986, -0.0021, -0.0306, -0.1151
Si, 5.4394, 2.7816, 8.1505, -0.116, 0.0754, -0.0906
Si, 8.185, -0.0411, 8.1218, -0.0125, -0.0487, -0.1213
Si, 5.4296, 8.2303, 8.3626, 0.0904, 0.0038, 0.1184
Si, 8.1391, 5.5212, 8.0471, -0.0203, 0.1582, -0.1584
Si, 1.5219, 4.093, 9.632, -0.2961, 0.3752, 0.1992
Si, 4.2312, 1.4254, 9.6676, -0.0415, 0.038, 0.1477
Si, 1.5202, 9.5759, 9.5748, -0.0929, -0.1163, 0.0352
Si, 3.9963, 6.8523, 9.6904, -0.0634, 0.2489, 0.1505
Si, 6.8006, 4.223, 9.4138, -0.2176, 0.0067, 0.0576
Si, 9.5802, 1.3155, 9.3938, 0.1322, -0.1655, 0.1617
Si, 6.8703, 9.622, 9.6968, 0.0225, 0.0117, 0.1896
Si, 9.485, 6.8024, 9.4173, 0.2888, -0.3159, -0.3201
Si, -0.1903, -0.2505, 10.7647, -0.1225, 0.0975, 0.9796
Si, 3.1366, 3.0857, 10.9417, 0.0575, -0.4538, 0.9186
Si, -0.8361, 5.1868, 11.0716, 0.1337, -0.0495, 0.4387
Si, 2.8005, 8.3436, 11.1906, -0.0244, -0.2312, 0.6515
Si, 6.0016, 0.5473, 11.0266, 0.3033, 0.3168, 0.7196
Si, 8.1546, 2.7301, 10.5244, -0.0888, -0.2046, 0.9096
Si, 5.2912, 5.3309, 10.887, 0.137, -0.0452, 0.8052
Si, 8.4978, 8.3545, 10.8362, 0.2715, 0.114, 1.0359
Si, 1.9635, 2.9562, 13.9158, -0.1873, 0.0735, 0.0513
Si, 1.3129, 11.1032, 13.4789, -0.1697, 0.0642, 0.2973
Si, 7.8262, 4.1664, 14.602, 0.1188, -0.0761, -0.0832
Si, 9.3181, 6.4198, 12.8719, -0.0031, 0.0788, 0.4125
Si, -4.7781, 5.1313, 16.4141, 0.1887, -0.0828, -0.2514
Si, 4.2923, 10.1588, 13.2808, -0.1354, 0.0904, 0.0683
Si, 3.9832, 2.7695, 16.2303, -0.0218, -0.0181, -0.3678
Si, 7.9978, 1.577, 16.0281, -0.0076, 0.2788, -0.6116
Si, 5.336, 10.8935, 16.0358, -0.0656, 0.2646, -0.1547
Si, 5.3414, 5.4727, 13.7719, 0.0381, -0.2652, 0.1387
Si, 2.4083, 5.6619, 14.7168, -0.0611, -0.0874, -0.3816
Si, 2.3593, 6.2693, 17.7183, 0.1197, -0.0796, -0.1444
Si, 9.4174, -0.3036, 17.7085, 0.1282, 0.1366, -0.2873
Si, 11.7616, -2.805, 13.5951, 0.1186, 0.067, 0.3675
O, -2.4005, -1.6449, -1.2711, 0.2237, 0.0732, 0.413
O, 1.6643, 2.3521, 0.2619, 0.4187, -0.3416, 0.3381
O, 3.0405, 3.1133, -1.7439, 0.1812, 0.0105, 0.294
O, 3.9444, 1.1251, -0.2915, 0.2545, 0.2365, 0.1126
O, 0.9557, 5.5022, -1.142, 0.0939, 0.3163, 0.3262
O, -1.2489, 6.9128, -0.5434, -0.1197, 0.0007, 0.6219
O, 2.2219, 7.9012, -1.3906, -0.1019, -0.1558, 0.5393
O, 5.4946, -0.6178, -1.6969, -0.0408, 0.3562, 0.916
O, 9.2026, 0.8372, -0.3579, -0.2301, 0.1854, -0.2003
O, 7.7529, 2.4015, -1.8102, 0.1885, -0.2755, 0.7885
O, 6.0326, 5.7131, -1.3464, -0.4511, -0.0714, 0.4401
O, 3.5843, 6.0201, -0.464, 0.2192, -0.057, -0.157
O, 6.7048, 0.7282, -3.6991, 0.008, -0.0117, 0.2933
O, 10.2933, 7.4245, -5.5245, -0.1242, -0.1203, -0.2575
O, -1.2569, -1.3901, 11.3396, -0.0468, -0.0773, -0.6539
O, 0.117, -0.6393, 17.8776, -0.3166, -0.0079, 0.5108
O, 2.3033, 2.7786, 12.3411, 0.3781, 0.1982, -0.396
O, 0.7709, 4.9043, 10.9081, -0.176, -0.4552, -0.635
O, -2.1072, 5.217, 13.8312, -0.1194, 0.2782, -0.0533
O, 1.4615, 7.899, 12.0752, 0.2882, 0.1469, -0.1617
O, 3.9098, 8.8434, 12.368, -0.3484, -0.0214, -0.555
O, 5.4763, 0.0861, 12.5246, -0.0938, -0.0504, -0.4798
O, 7.1567, 1.7105, 11.434, -0.1502, -0.1082, -0.8967
O, 9.187, 3.7605, 11.3475, 0.1135, 0.3085, -0.4913
O, 4.4198, 4.0199, 11.4068, -0.3792, 0.2317, -0.4915
O, 5.7261, 6.095, 12.3198, -0.1567, -0.2986, -0.6503
O, 8.1875, 7.4451, 12.2137, 0.1679, 0.1634, -0.4072
O, 11.7708, 9.639, 14.1081, 0.0483, -0.0781, -0.3746
O, 4.8064, -0.9785, 14.8313, -0.0744, 0.2238, -0.1683
O, 5.2741, 3.7293, 16.3481, -0.0833, 0.0379, 0.0914
O, 4.2707, 12.0739, 16.2621, 0.1188, 0.0603, -0.1579
O, 3.3187, 13.8588, 14.7862, 0.0417, -0.0455, 0.286
O, 14.5924, 5.4182, 13.7645, 0.0933, 0.0815, 0.2243
O, 8.3817, 2.6439, 14.8317, -0.2391, -0.0023, 0.3539
O, 11.3462, 11.3134, 12.1182, -0.0505, -0.3119, -0.571
O, -9.5288, 4.4534, 14.2833, 0.2889, -0.0041, -0.0065
O, -5.2298, 6.1918, 15.2279, -0.0282, -0.3395, -0.0467
O, 2.818, 5.6594, 16.2865, -0.0987, 0.1608, 0.1932
O, 1.8365, 7.1578, 14.5253, -0.075, -0.0453, -0.0905
O, 6.3487, -6.7398, 13.8525, -0.006, 0.3341, 0.1414
O, 9.1455, 0.449, 16.2864, -0.0763, -0.2127, 0.4318
O, 11.9485, 1.6282, 14.3198, 0.2491, -0.0741, -0.2817
O, 2.9248, 11.0379, 13.2782, 0.1968, -0.0886, -0.0278
O, -3.2279, 4.7977, 16.097, -0.3207, -0.0415, -0.2058

Results
free energy: -30561.560 eV
free energy less fixed offsets of O -463.61, Si -117.95 eV per atom: -19.020 eV
pressure: -1.49 GPa
stress xx, yy, zz, yz, xz, xy (GPa, positive in tension): 0.44, 1.88, 2.15, 1.1, 0.47, 1.12
